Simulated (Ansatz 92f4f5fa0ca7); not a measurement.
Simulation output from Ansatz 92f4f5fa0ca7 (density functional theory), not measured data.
Periodic cell of 223 atoms, Si132O90P1, from a study of silicon, its oxide and their interface. The atomic structure is a simulated model.
Doubt: the cutoff is far below the 930 eV that the study's wrapper takes by default for these files, so forces and energies are approximate.
This geometry differs little from another in the collection (a relaxation step or a small displacement).

Settings
functional: PBE
potential files: Ansatz PAW
basis: plane waves
wave-function cutoff: 580 eV
density cutoff ratio: 5
exchange-correlation grid ratio: 1
k mesh: 1 x 1 x 1, Gamma-centred
self-consistency stop: 5e-08 eV per atom in the density residual
occupations: fixed
spin: none
net charge: +1 e, with a uniform compensating background and no finite-size correction

Cell vectors (angstrom)
a 10.938 0 0
b 0 10.938 0
c 0 0 32.1988

Atoms and the computed forces on them: element, x, y, z (angstrom), force x, y, z (eV/angstrom)
Si 10.5862 0.2194 24.8412 0.0338 0.0046 -0.0709
Si 5.7236 10.6905 24.7216 -0.0202 0.0277 -0.0985
Si 2.4779 2.9315 24.6421 -0.0384 0.021 -0.1417
Si 8.4383 2.4653 24.7825 -0.0159 -0.0273 -0.0988
P 0.2521 5.1872 24.8285 0.0573 -0.2695 -0.557
Si 5.1645 5.7524 24.6745 0 -0.0338 -0.082
Si 2.9488 8.0062 24.5719 0.0473 0.0142 -0.1146
Si 7.9167 8.4675 24.7255 0.0299 -0.0269 -0.179
Si 1.3277 1.3781 26.0105 -0.0252 0.0481 0.0078
Si 6.8531 1.3201 26.1014 0.0178 0.003 0.0068
Si 4.0511 4.1149 25.9713 -0.0319 0.0305 0.014
Si 9.6092 4.0619 26.1001 -0.034 -0.1013 0.0322
Si 1.3822 6.8393 25.9989 0.1312 0.0769 0.0053
Si 6.7586 6.8719 26.0111 -0.0046 0.0161 -0.003
Si 4.1056 9.5266 25.9996 -0.0119 0.0007 0.0047
Si 9.4449 9.5934 26.1351 -0.0225 0.0039 0.0007
Si 2.7314 -0.0016 27.3284 0.0091 -0.0048 -0.0009
Si 8.1492 -0.0082 27.556 -0.0047 0.0225 0.0219
Si 0.0336 2.7166 27.4883 0.0177 -0.0197 0.0088
Si 5.4382 2.7448 27.3482 0.0045 -0.0169 -0.0039
Si 2.7195 5.452 27.423 -0.0038 -0.0188 -0.0024
Si 8.1765 5.5052 27.3488 0.044 0.0171 -0.0399
Si -0.0445 8.1998 27.3696 -0.0179 -0.0505 -0.0305
Si 5.4402 8.2034 27.4507 -0.0174 -0.0103 0.0181
Si 4.0784 1.3699 28.7314 0.0178 -0.0109 0.0232
Si 9.5698 1.3645 28.8413 -0.0169 -0.0014 -0.0326
Si 1.3668 4.1127 28.83 -0.0007 -0.0267 -0.0425
Si 6.8251 4.1041 28.7229 0.0053 -0.0151 0.0177
Si 4.086 6.8275 28.7955 -0.0032 0.0106 -0.0056
Si 9.5483 6.8311 28.7566 -0.0111 0.015 0.023
Si 1.3677 9.5721 28.7182 0.0007 -0.0014 0.0187
Si 6.7794 9.552 28.8618 0.0246 0.0053 -0.0213
Si 0.0157 -0.0206 30.1529 0.0176 -0.0032 -0.0009
Si 5.4214 0.0184 30.1593 -0.0174 0.013 0.0125
Si 2.7437 2.7246 30.1544 -0.0058 0.001 0.0048
Si 8.1857 2.7567 30.1385 0.0017 0.0156 0.0017
Si -0.0277 5.4761 30.147 -0.0033 0.0031 0.0067
Si 5.4756 5.4608 30.1402 0.0037 -0.0119 -0.0043
Si 2.7144 8.215 30.1245 -0.0078 0.0064 -0.0037
Si 8.1968 8.1882 30.166 0.005 -0.0085 0.0166
Si 1.3758 1.3555 31.5284 0.0023 -0.0043 0.0061
Si 6.8213 1.3831 31.4965 -0.0046 -0.0052 0.0014
Si 4.1159 4.0922 31.5175 0.0056 -0.0036 -0.0015
Si 9.5561 4.1056 31.5185 -0.0036 -0.0077 0.0164
Si 1.3494 6.8525 31.4859 0.0043 0.0038 0.0034
Si 6.839 6.8181 31.5359 -0.003 0.0123 0.0054
Si 4.0716 9.574 31.5199 0.005 0.003 0.0147
Si 9.5775 9.5584 31.5216 -0.008 0.0006 -0.0044
Si 2.7349 -0.0041 0.7184 -0.0041 0.0009 0.0046
Si 8.1936 0.012 0.6571 0.006 0.0047 -0.0109
Si -0.0079 2.733 0.686 0.0029 -0.0053 0.001
Si 5.4824 2.7324 0.698 0.0002 -0.0003 -0.0013
Si 2.7312 5.4956 0.6456 0.0078 -0.0033 -0.0113
Si 8.2102 5.4551 0.7151 -0.0073 0.0032 0.0031
Si 0.0097 8.1918 0.6914 -0.0048 0.0053 -0.0026
Si 5.4614 8.211 0.685 0 -0.0032 -0.0003
Si 4.1294 1.3638 2.0697 0.011 -0.0116 -0.0027
Si 9.5558 1.3533 2.0487 0.0007 0.004 -0.0035
Si 1.3755 4.1352 2.016 -0.0159 -0.0008 -0.0119
Si 6.8476 4.0822 2.0808 0.0078 -0.0118 0.002
Si 4.0977 6.8321 2.049 0.0065 0.0119 -0.002
Si 9.5832 6.8366 2.0647 0.0008 -0.0049 -0.0024
Si 1.3759 9.5436 2.0688 0.0168 -0.0083 -0.002
Si 6.8289 9.6022 2.0401 -0.0156 0.0045 -0.0029
Si -0.0169 -0.0353 3.3897 0.0168 0.0324 0.0191
Si 5.4945 0.0109 3.4798 -0.0159 -0.0054 -0.033
Si 2.7718 2.7947 3.357 -0.0209 -0.0354 0.0342
Si 8.1905 2.6891 3.4606 0.0248 0.0266 -0.0146
Si 0.0271 5.4757 3.4356 -0.0104 -0.009 -0.0059
Si 5.4725 5.467 3.41 0.0095 0.0128 0.0036
Si 2.7688 8.2039 3.4569 -0.0126 0.0003 -0.0182
Si 8.2015 8.2329 3.3758 0.0043 -0.0174 0.0247
Si 1.3889 1.3942 4.6259 0.0015 0.0026 -0.0145
Si 6.8457 1.3467 4.9156 -0.0003 0 0.0246
Si 4.1512 4.0862 4.8053 0.0027 0.0004 0.0056
Si 9.5789 4.0813 4.7641 0.0004 0.0013 0.0052
Si 1.4141 6.8287 4.8247 0.0009 0.0048 0.0124
Si 6.822 6.8899 4.7286 0.0008 0.0065 -0.0059
Si 4.1362 9.576 4.8505 0.004 0.0031 0.0165
Si 9.5505 9.5513 4.7925 -0.003 -0.0041 0.0052
Si 2.7447 0.1148 6.0563 -0.0053 0.0204 -0.0115
Si 8.2065 -0.0616 6.2707 0.0027 -0.0131 0.0144
Si 0.0295 2.6714 6.0456 0.0064 -0.0137 -0.0132
Si 5.4734 2.7263 6.2913 -0.009 0.0055 0.0128
Si 2.8153 5.4765 6.1845 0.0017 -0.0014 0.006
Si 8.1741 5.4816 6.0391 -0.0036 0.0026 -0.0127
Si 0.0103 8.1874 6.1531 -0.0037 0.0003 0.0068
Si 5.5289 8.2223 6.2366 0.0073 -0.0068 -0.0077
Si 3.8352 1.573 7.6066 0.013 -0.0169 0.0703
Si 9.8411 1.1386 7.457 -0.0118 0.0156 0.0748
Si 1.6299 3.7981 7.3158 -0.0146 0.0101 0.0644
Si 6.6527 4.4152 7.4806 0.0121 -0.0028 0.0735
Si 4.4079 6.6317 7.5502 -0.0051 0.0033 0.07
Si 9.3661 6.9487 7.4083 0.0052 -0.0033 0.0659
Si 1.1423 9.9191 7.2927 0.0099 -0.0112 0.0658
Si 7.1596 9.2283 7.6748 -0.0059 0.0096 0.0734
O 8.3131 8.0896 7.9157 0.0001 -0.0041 -0.0488
O 2.718 2.7376 7.9591 -0.0008 -0.0029 -0.0532
O 9.5435 1.3612 24.2317 -0.0351 0.0341 0.0361
O 4.0423 6.8466 24.1052 -0.031 0.0481 0.0364
O 0.0305 0.0233 7.96 0.0024 -0.0002 -0.055
O 5.5288 5.5086 8.0333 -0.0013 0.0007 -0.0529
O 6.8326 9.5888 24.1402 0.0105 -0.0136 0.1097
O 1.3117 4.1353 24.1973 -0.2728 0.2916 0.2209
O 3.8633 7.383 8.9362 0.0173 -0.0148 -0.0767
O 0.8065 4.3734 8.6009 0.0185 -0.0259 -0.0809
O 9.8125 6.1739 8.8003 -0.0188 0.0125 -0.0755
O 2.1225 9.3813 8.4909 -0.0233 0.0339 -0.0871
O 7.5114 3.9243 8.8 -0.018 0.0264 -0.0864
O 4.2697 0.9208 9.0682 -0.0219 0.01 -0.0898
O 6.7285 9.558 9.2248 0.011 -0.0072 -0.1047
O 9.2111 1.8559 8.7993 0.0225 -0.0173 -0.0807
O 7.717 3.1505 23.4867 0.0687 -0.0172 0.1048
O 10.4283 5.7582 23.5433 0.2941 -0.1128 0.4034
O 5.0102 0.4812 23.4374 0.0313 -0.0413 0.0914
O 5.8838 5.1002 23.3506 -0.0293 0.0277 0.0907
O 3.0544 2.29 23.2233 -0.0957 0.0834 0.2417
O 2.3441 8.7501 23.215 0.0284 -0.06 0.1063
O 8.6384 7.7549 23.4127 0.0455 -0.0458 0.0717
O 0.2308 10.3044 23.5836 -0.0281 0.0223 0.0822
Si 4.3519 1.6034 22.4564 0.044 -0.0291 -0.2344
Si 3.49 7.9269 14.0277 0.0041 0.0047 -0.0003
Si 7.1198 0.9554 14.6666 -0.0154 -0.0056 -0.0218
Si 0.966 9.3351 22.5224 -0.0296 0.0614 -0.2027
Si 1.1811 4.3073 11.8819 0.0144 -0.0219 0.0735
Si 6.2647 8.9611 15.3171 -0.0069 -0.0054 -0.0567
Si 0.6773 1.3661 12.2952 0.0044 -0.0036 0.0404
Si 8.6431 4.9333 20.511 -0.0201 -0.0814 -0.2872
Si 0.3267 5.7134 9.3624 0.0097 0.0033 0.1365
Si 5.1025 3.1189 17.9393 0.0141 0.0224 -0.1257
Si 0.8835 3.7396 16.7457 0.014 -0.0003 -0.0991
Si 10.4058 2.8275 19.2275 0.0056 -0.0166 -0.1875
Si 5.2815 1.1802 10.3497 0.0015 0.0122 0.1273
Si 0.8796 0.1583 19.8356 -0.033 0.0559 -0.2126
Si 6.6447 9.4578 10.8655 0.0087 -0.0125 0.124
Si 9.3319 9.6703 18.3122 -0.0246 -0.0172 -0.1277
Si 9.3916 9.2413 12.5663 0.0056 -0.0109 0.037
Si 6.5707 3.8497 22.5647 -0.0057 0.0097 -0.2092
Si 2.442 8.068 9.3776 -0.0085 -0.0023 0.1384
Si 10.5996 7.3677 17.0735 0.0261 -0.0036 -0.0896
Si 2.5161 6.2888 16.5775 0.0018 0.0063 -0.0704
Si 10.1756 4.4872 14.1882 -0.0061 0.0057 -0.0196
Si 6.1337 9.1816 18.513 0.0111 -0.0218 -0.1261
Si 7.969 2.5704 9.58 -0.0076 -0.0137 0.1355
Si 8.879 2.1413 12.4519 0.0104 -0.0109 0.0621
Si 5.3439 6.2412 18.0687 -0.0232 0.0022 -0.1005
Si 3.9193 0.5555 19.4629 0.0291 -0.0116 -0.2247
Si 4.2788 3.8368 12.0493 -0.0039 0.0159 0.0566
Si 5.5432 6.5991 12.1354 -0.0017 -0.0106 0.065
Si 8.0143 2.4958 17.2243 -0.0157 -0.0108 -0.1009
Si 4.3613 2.4776 14.9652 -0.0023 -0.0119 -0.0455
Si 1.5403 1.2107 15.2554 0.0074 -0.0079 -0.0411
Si 1.5703 9.4109 12.0423 -0.0143 0.0192 0.0753
Si 8.0494 6.8476 13.8672 -0.0026 -0.0029 -0.0029
Si 10.3827 9.8335 15.4801 0.0174 0.0048 -0.0551
Si 9.8139 6.9899 22.5892 -0.1513 0.1026 -0.1724
Si 8.1273 5.4885 17.4164 -0.0036 0.0064 -0.1359
O 6.0466 7.9572 11.2886 0.0047 0.0191 -0.0449
O 6.0101 9.2009 16.8968 -0.0032 0.0056 0.0808
O 7.6798 1.3599 13.1956 0 0.0019 -0.0121
O 0.895 1.7464 13.8654 0.0006 -0.0001 0.0011
O 9.4418 6.2526 16.8715 -0.0116 -0.0073 0.0391
O 6.7589 6.2009 13.1363 -0.0037 0.0037 -0.0155
O 5.14 4.655 18.6115 0.0006 -0.0051 0.0517
O 9.2274 2.1402 18.2824 0.0317 0.0063 0.0754
O 2.3654 0.0833 19.0817 -0.0158 -0.0051 0.0747
O 9.4039 10.2238 16.755 -0.0103 -0.002 0.0668
O 2.7893 4.4321 11.7142 -0.0058 0.002 -0.0283
O 5.0643 10.3223 19.1121 -0.0339 0.034 0.0697
O 9.4244 3.237 13.4954 -0.003 -0.0019 -0.0128
O 0.4604 1.7481 19.9645 0.0156 -0.0221 0.0721
O 3.1544 1.3604 15.063 -0.0025 0.004 0.0138
O 8.212 5.408 19.0346 0.0203 -0.0176 0.1589
O 3.9021 6.5903 17.3855 0.024 -0.0015 0.0433
O 4.5767 3.2816 16.3857 0.009 0.0052 0.0628
O 9.0595 5.6614 14.3142 0.0025 -0.0012 0.0077
O 5.44 2.7703 22.1338 -0.0209 -0.0069 0.0797
O 10.6738 4.1404 15.6849 0.0074 -0.0027 0.0375
O 0.3383 3.855 18.284 -0.0253 -0.0144 0.0879
O 10.4191 10.511 19.2042 0.053 0.0214 0.0859
O 9.6454 10.0226 14.023 0.0008 0.0021 0.0069
O 10.9794 8.0303 22.172 -0.003 -0.0485 0.0863
O 1.1943 2.1568 16.5314 -0.007 0.0131 0.0386
O 9.7377 3.7247 20.426 -0.0394 0.048 0.0952
O 8.1444 4.0296 16.7072 0.0003 0.0032 0.0399
O -0.0409 9.0978 11.902 0.0031 -0.0013 -0.0269
O 6.5838 2.4079 18.009 -0.0093 0.001 0.0464
O 5.5824 10.7156 11.1961 -0.0024 0.0074 -0.0452
O 7.7461 9.5864 18.8395 0.0012 0.0058 0.0491
O 10.0284 1.022 12.0598 -0.0059 0.0014 -0.0237
O 1.314 6.9569 9.0595 -0.0011 0.0011 -0.0606
O 0.6228 4.7641 13.3509 0.0005 0.0018 -0.0147
O 5.7022 7.6213 18.9862 0.002 0.0102 0.0582
O 5.2375 5.0827 11.5176 0.002 -0.0024 -0.0326
O 2.717 6.9811 15.1162 -0.0062 -0.0104 0.0273
O 0.9104 2.7434 11.4654 -0.0027 0.0071 -0.0315
O 0.8602 10.6844 15.5482 -0.0066 -0.002 0.0177
O 2.4062 8.5861 10.9099 0.0116 -0.0164 -0.078
O 4.6972 2.4282 11.2707 0.0087 -0.0253 -0.0501
O 4.257 3.5069 13.6791 -0.0001 -0.0026 -0.0065
O 2.1986 4.6806 16.4929 -0.0048 -0.0049 0.026
O 10.7134 8.2485 15.6952 -0.0063 -0.0081 0.0306
O 6.9323 10.2879 14.6749 0.0016 0 0.0082
O 2.3407 8.949 13.4241 -0.0041 0.001 -0.0187
O 8.0359 1.5241 15.9083 0.0095 0.0157 0.0435
O 4.1275 6.9927 12.8534 0.0022 0.0007 -0.0185
O 4.1738 2.008 18.7226 -0.0228 -0.0444 0.0827
O 7.2869 4.4196 21.2379 -0.0322 -0.0154 0.1234
O 8.4086 2.9245 11.1042 -0.0086 0.0055 -0.0701
O 1.1891 6.8682 17.363 -0.013 0.0035 0.0372
O 5.6548 1.5706 14.7648 0.0036 0.0019 0.0109
O 8.1306 9.7523 11.5864 -0.019 0.0027 -0.04
O 9.2467 6.2371 21.2845 0.1007 0.0677 0.2649
O 8.9591 7.7119 12.8573 0.0016 0.0066 -0.0142
O 1.6517 0.1174 11.8802 0.0022 -0.0032 -0.0265
O 6.6603 6.1487 17.0799 0.0012 -0.0047 0.0394
O 7.3945 7.7963 15.0424 -0.0034 0.0044 0.0165
O 1.1872 10.2472 21.2069 0.0086 -0.0609 0.1462
O 10.0302 8.1944 18.3531 -0.0067 0.0169 0.0543
O 3.931 0.8608 21.0801 0.0051 0.0376 0.1874
O 0.3415 5.3353 10.9297 -0.0118 0.0166 -0.0691
O 6.6971 1.5704 9.6375 0.0104 0.0067 -0.0596
O 4.7775 8.7049 14.6787 0.0091 0.0019 0.0104

Results
free energy: -135859.429 eV
free energy less fixed offsets of O -568.88, P -755.39, Si -635.61 eV per atom: -4.319 eV

The program warned: the cutoff lies below the one the program advises for these potential files; the exchange-correlation potential is rough where the density is thin.
